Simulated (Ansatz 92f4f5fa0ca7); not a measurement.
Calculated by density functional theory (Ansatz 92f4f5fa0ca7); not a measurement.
Periodic cell of 207 atoms, Si128O79, from a study of silicon, its oxide and their interface. The atomic structure is a simulated model.
This geometry differs little from another in the collection (a relaxation step or a small displacement).

Settings: functional r2SCAN; potential files Ansatz PAW; basis plane waves; wave-function cutoff 800 eV; density cutoff ratio 5; exchange-correlation grid ratio 1; k mesh 1 x 1 x 1, shifted by 0.5 0.5 0 of a step; self-consistency stop 1e-10 eV per atom in the density residual; occupations fixed; spin none; net charge 0.

Cell vectors (angstrom)
a, 10.88, 0, 0
b, 0, 10.88, 0
c, -2.9065, 2.0494, 29.9138

Atoms: element, x, y, z (angstrom)
Si, 4.1582, 6.89, -9.1838
Si, 0.9845, 6.1582, -2.5833
Si, 6.3898, 4.9547, 0.1551
Si, 1.6313, 9.367, -5.4783
Si, 2.5477, 4.7356, -7.674
Si, 0.5055, 3.6175, -4.1215
Si, 8.4065, 5.7507, -6.9144
Si, 1.7348, 8.3486, 15.5307
Si, 3.463, 7.5485, 0.2737
Si, 7.4247, 11.4488, 0.1102
Si, 4.6276, 3.2775, 0.006
Si, 7.8206, 9.4208, -4.4749
Si, -0.9246, 8.7933, 0.1926
Si, 0.9093, 10.3339, 0.1261
Si, 9.1346, 13.1599, 0.2352
Si, 1.7729, 5.8291, 0.2823
Si, 2.6397, 9.4264, 1.4125
Si, 5.5418, 12.3417, 1.2533
Si, 2.8539, 4.091, 1.3834
Si, 5.3871, 6.7129, 1.3519
Si, 8.2256, 9.6661, 1.4514
Si, 10.9072, 12.1534, 1.3675
Si, 8.0968, 14.8869, 1.458
Si, -0.0285, 6.8959, 1.3433
Si, 1.2902, 8.1668, 2.855
Si, 4.1159, 10.8991, 2.5622
Si, 1.4162, 13.5789, 2.6369
Si, 4.1146, 5.4204, 2.8548
Si, 6.7927, 8.1733, 2.6136
Si, 9.5711, 10.9169, 2.8873
Si, 6.7643, 13.5858, 2.8534
Si, 9.4992, 5.4655, 2.6547
Si, 2.703, 6.7951, 4.1214
Si, 5.4396, 9.5361, 3.9792
Si, 2.7542, 12.2152, 4.0205
Si, 5.4385, 14.9456, 4.2103
Si, 8.1415, 6.8153, 4.0401
Si, 10.8678, 9.519, 4.2302
Si, 8.1615, 12.2557, 4.1597
Si, 0.0207, 4.0857, 3.9804
Si, 4.0942, 8.1918, 5.3851
Si, 6.7902, 10.8452, 5.4149
Si, 4.0552, 13.5582, 5.4801
Si, 6.8222, 5.4649, 5.4736
Si, 9.4798, 8.1296, 5.4929
Si, 1.4072, 10.9018, 5.4713
Si, -1.3276, 2.7642, 5.4081
Si, 1.3368, 5.4166, 5.4143
Si, 2.7647, 9.5081, 6.7952
Si, 5.4551, 12.192, 6.7968
Si, 2.6813, 14.9622, 6.7903
Si, 5.4283, 6.8444, 6.7779
Si, 8.1217, 9.5188, 6.8147
Si, -0.0009, 12.2773, 6.782
Si, 8.2081, 4.0861, 6.7973
Si, 10.8832, 6.7591, 6.809
Si, 1.3963, 8.1351, 8.135
Si, 4.1209, 10.8341, 8.1716
Si, 1.3145, 13.6427, 8.1574
Si, 4.0482, 5.479, 8.1133
Si, 6.7654, 8.1796, 8.1727
Si, 9.5125, 10.8965, 8.1325
Si, 6.8461, 13.5624, 8.1182
Si, 9.5448, 5.4108, 8.1903
Si, 2.7273, 6.8082, 9.5766
Si, 5.4446, 9.4954, 9.6119
Si, 2.7065, 12.2403, 9.3805
Si, 5.456, 4.0942, 9.3626
Si, 8.1597, 6.8096, 9.447
Si, 0.0209, 9.5159, 9.4328
Si, 8.1754, 12.2228, 9.5646
Si, -0.0085, 14.9556, 9.6167
Si, 4.0858, 8.1432, 11.0074
Si, 6.8421, 10.8372, 10.9625
Si, 4.0825, 13.6031, 10.6443
Si, 6.7925, 5.4332, 10.7342
Si, -1.3306, 8.1412, 10.7747
Si, 1.3763, 10.907, 10.7476
Si, 9.5128, 13.5678, 10.9825
Si, 1.3601, 5.4634, 10.9674
Si, 9.1673, 4.9525, 15.7554
Si, 5.3644, 12.2855, 12.0931
Si, 2.7838, 3.9965, 12.1278
Si, 4.5582, 4.8305, 13.4061
Si, -2.6246, 9.413, 12.2628
Si, 0.0443, 12.1421, 12.2528
Si, 8.0791, 4.1246, 12.1884
Si, -0.0534, 6.8462, 12.2896
Si, 2.6725, 9.6214, 12.2274
Si, 0.5929, 13.6225, 16.2088
Si, 1.8512, 2.2627, 13.3941
Si, 5.5002, 6.6854, 12.2656
Si, 7.3748, 7.546, 13.4273
Si, -0.8644, 10.3574, 13.5353
Si, 6.2436, 14.0462, 13.3213
Si, 2.4949, 5.8681, 18.7875
Si, 6.0206, 7.1794, -5.3596
Si, -1.8076, 5.8169, 13.5164
Si, 2.3738, 10.4622, -2.6736
Si, 7.3556, 5.3258, -1.9392
Si, 9.266, 2.9095, -2.027
Si, 4.0961, 8.1605, 20.2899
Si, 9.405, 11.481, 15.5276
Si, 4.1644, 8.734, -7.1011
Si, 4.3642, 12.8366, -2.8125
Si, 6.2198, 10.319, -8.836
Si, 3.4864, 7.8209, -2.0124
Si, 0.3443, 8.0477, 18.145
Si, 8.4831, 11.0993, -7.1336
Si, 1.3847, 3.1092, 19.1552
Si, 4.1278, 10.3729, 16.2122
Si, 3.5943, 11.4785, 13.3926
Si, 9.1797, 13.3826, 19.7479
Si, 4.9133, 10.6971, 18.938
Si, 9.499, 3.1507, -6.6494
Si, 9.1431, 7.757, -2.5073
Si, 7.2059, 11.5886, -2.2511
Si, 5.1375, 5.885, -3.7072
Si, 3.3901, 3.7039, -4.8645
Si, 0.142, 9.6932, -7.9004
Si, 0.8722, 8.7068, 13.4263
Si, 6.1925, 8.0917, 16.3122
Si, 8.4402, 7.0104, 18.0802
Si, 0.4243, 6.9804, -6.7472
Si, 0.3667, 3.2608, -9.2254
Si, 3.7313, 6.0688, 16.0901
Si, 7.2385, 13.5603, 15.3344
Si, 7.473, 11.8339, 17.6276
O, 1.3685, 5.3148, -1.2487
O, 9.0094, 8.4215, -3.9797
O, 4.1261, 11.3721, 14.9548
O, -0.1728, 2.9541, 19.5411
O, 3.3054, 5.3732, 17.4766
O, -1.2157, 7.9639, 18.5267
O, -0.2166, 2.8832, -2.8691
O, 9.0583, 6.0868, 16.9038
O, 0.661, 10.2176, -6.4533
O, 0.7386, 5.1941, -3.8457
O, -0.7499, 3.4945, -8.0945
O, 3.5676, 9.3927, -2.4083
O, 6.5872, 12.7308, 16.5849
O, 7.821, 6.8586, -2.2275
O, 1.585, 2.771, 14.9383
O, -1.326, 10.3335, -8.0832
O, 1.0677, 7.8283, -5.5038
O, 8.221, 10.179, -5.8318
O, 9.0014, 12.5159, -6.5976
O, 8.438, 10.8613, 16.7133
O, 2.8668, 9.3914, 16.0369
O, -0.181, 12.1909, 16.228
O, 3.4337, 8.1112, -8.4085
O, -1.0118, 6.2947, -6.474
O, 7.082, 7.9194, 14.9906
O, 8.493, 12.8269, 18.401
O, 4.1476, 4.973, 14.9957
O, 6.4539, 8.6119, -4.7389
O, 3.3239, 3.974, -6.4623
O, 2.4494, 6.8885, 15.5298
O, 0.9845, 9.1369, 19.1492
O, 9.2942, 8.844, -1.3257
O, 3.7813, 5.1057, -4.1454
O, 7.1751, 7.8715, 17.5715
O, -0.3104, 3.3849, -5.4775
O, 5.3637, 9.6691, -7.6235
O, 3.0614, 11.8965, -2.798
O, 3.1306, 9.4694, -6.1106
O, 7.9769, 6.1818, 19.3825
O, 4.7692, 9.0863, 19.139
O, 1.4762, 2.8731, 17.5563
O, 5.6743, 11.9603, -2.5725
O, 7.7844, 4.1037, 15.9127
O, 4.3131, 11.3827, 20.2673
O, 4.99, 7.0293, 16.3601
O, 1.8059, 3.6404, -8.597
O, 1.4734, 5.8145, -7.1272
O, 7.5692, 10.3599, -3.2083
O, 5.5346, 9.5639, 16.2571
O, 3.5018, 6.7833, 19.671
O, 2.2845, 12.9539, 19.9938
O, 8.1851, 12.8026, -2.7394
O, 1.1606, 6.669, 18.3515
O, 8.135, 5.8441, -8.5074
O, 8.6907, 4.4277, -2.1555
O, 1.975, 4.5606, 19.567
O, 6.4771, 11.0905, 18.6675
O, 2.1427, 7.2682, -2.7691
O, -0.4382, 3.9951, 16.0879
O, 3.6134, 5.4744, -8.6323
O, 4.7583, 7.4459, -6.3322
O, 1.2972, 10.5205, -1.4671
O, 8.3305, 3.7639, 20.2669
O, -0.4156, 6.8852, -2.3733
O, 4.2151, 3.0149, -1.5791
O, 1.5906, 10.0312, -4.0215
O, 1.9935, 3.0656, -4.3685
O, 5.7608, 6.9142, -8.9572
O, 6.2467, 4.8878, -3.0556
O, 8.5418, 12.6936, 14.8371
O, 4.478, 13.5243, -4.289
O, 7.2912, 6.6094, -6.1616
O, 1.1429, 10.1732, -9.057
O, 4.0414, 11.138, 17.6366
O, 8.2863, 4.2026, -6.4472
O, 7.1763, 11.3687, -8.0542
O, 4.7456, 6.979, -2.5676
O, 0.164, 8.0704, -7.9281
O, 0.5088, 8.4657, 16.5966

Results
free energy: -126934.816 eV
free energy less fixed offsets of O -570.45, Si -639.56 eV per atom: -5.586 eV

Forces (eV/angstrom), in the order of the atoms: element, x, y, z
Si, 0.0051, -0.0014, 0.0051
Si, -0.0056, -0.0035, -0.0436
Si, 0.0017, 0.0013, -0.0026
Si, 0.0004, -0.0027, -0.036
Si, -0.0033, 0.0036, -0.0121
Si, 0.0028, -0.0053, -0.0379
Si, 0.0035, -0.0035, -0.0078
Si, 0.012, -0.0073, 0.0405
Si, -0.0003, -0.0046, 0.007
Si, 0.0007, 0.0035, -0.0007
Si, -0.0032, -0.0027, -0.0267
Si, -0.0022, 0.0028, -0.0339
Si, -0.001, -0.0059, -0.0169
Si, 0.0088, 0.0038, -0.0227
Si, 0.0027, 0.0017, -0.0075
Si, -0.0062, -0.0069, -0.0141
Si, 0.0003, -0.0006, 0.0027
Si, 0.0068, -0.0031, 0.0038
Si, 0.0067, -0.0002, 0.0018
Si, -0.001, 0, -0.0007
Si, -0.0022, 0.0053, -0.0022
Si, -0.0068, 0.0033, -0.0011
Si, 0.0035, 0.0015, 0.0023
Si, 0.0066, 0.0026, 0.0005
Si, -0.0002, -0.0011, -0.0028
Si, 0.0031, 0.0016, -0.0056
Si, 0.0009, -0.0026, -0.0008
Si, 0, -0.0026, -0.0058
Si, -0.0009, 0.0017, 0.0018
Si, -0.0015, 0.0019, -0.0015
Si, -0.0006, -0.0036, -0.0049
Si, -0.0018, -0.0028, -0.0055
Si, 0.0013, 0.0028, 0.0031
Si, -0.0008, -0.0024, -0.0047
Si, -0.0002, 0.001, 0.0007
Si, -0.0006, 0.0025, 0.0023
Si, -0.0019, -0.0012, 0.0002
Si, 0.0008, 0.0024, 0.0029
Si, 0.0023, -0.0002, 0.0021
Si, -0.0008, 0.0006, -0.0062
Si, 0.0004, 0.0007, -0.0017
Si, -0.0026, -0.0008, -0.0013
Si, -0.0004, -0.0029, -0.0007
Si, 0.0014, -0.0001, -0.0004
Si, 0, -0.001, 0.0003
Si, 0.0011, -0.0009, -0.0001
Si, -0.0001, 0.0021, -0.0014
Si, 0.0022, -0.0032, -0.0002
Si, 0.0044, 0.0012, 0
Si, -0.0017, -0.0038, 0.0002
Si, -0.0031, -0.0005, 0.0008
Si, 0, 0.0039, 0.0011
Si, -0.0015, -0.0027, 0.0008
Si, 0.0032, 0.0031, 0.0002
Si, 0.0012, -0.0002, 0.0006
Si, -0.0021, -0.0054, 0.0001
Si, 0.0041, -0.0021, 0.0006
Si, 0.0004, -0.0019, 0.0045
Si, -0.0006, -0.0005, 0.0024
Si, -0.0011, 0.0032, -0.001
Si, 0.0003, 0.001, 0.0037
Si, -0.0012, 0.0016, -0.0001
Si, 0.0024, -0.0001, -0.0025
Si, 0.0019, 0.0038, 0.0023
Si, -0.001, 0.0008, 0.0033
Si, 0.002, -0.0006, -0.0021
Si, 0.0011, 0.0005, 0.0039
Si, -0.001, -0.0017, 0
Si, 0.0024, -0.0015, -0.0029
Si, 0.0016, -0.0017, 0.0009
Si, 0.0019, -0.0027, 0.0032
Si, 0.0004, -0.0004, -0.0032
Si, -0.0015, -0.0026, 0.0012
Si, 0.0031, 0.0005, 0.0075
Si, 0.0012, -0.0024, -0.0022
Si, 0.0014, -0.0005, -0.0006
Si, 0.0019, 0.0006, 0.0055
Si, -0.0029, -0.0015, -0.0002
Si, -0.0007, -0.0007, 0.0053
Si, 0.001, 0.0017, 0.0068
Si, -0.001, 0.0003, 0.0468
Si, 0.0032, 0.0024, 0.0031
Si, -0.0003, -0.0002, -0.0065
Si, -0.0004, 0.0024, 0.0185
Si, 0.003, 0.0029, -0.0041
Si, -0.0036, -0.0055, -0.0043
Si, 0.0006, 0.0039, 0.0039
Si, -0.0006, 0.0011, -0.002
Si, -0.0036, -0.0013, -0.0033
Si, -0.0024, 0.0031, 0.0483
Si, -0.0045, 0.0024, 0.022
Si, -0.0005, -0.0013, -0.0019
Si, -0.007, -0.0003, 0.0214
Si, -0.0014, 0.0007, -0.006
Si, 0.0018, -0.0023, -0.0038
Si, -0.0046, 0.0041, 0.0227
Si, 0.0045, 0.007, -0.0393
Si, 0.0028, -0.0044, 0.0013
Si, -0.0078, 0.005, -0.0417
Si, -0.0022, 0.0004, -0.0342
Si, 0.0077, 0.0027, -0.0366
Si, -0.0033, -0.001, 0.0081
Si, -0.0014, 0.006, 0.0372
Si, 0.0025, 0.0031, -0.0176
Si, -0.003, 0.0035, -0.0424
Si, 0.0004, 0.0019, 0.0032
Si, 0.0008, -0.0076, -0.0462
Si, 0.005, -0.002, 0.0393
Si, -0.0005, 0.0029, -0.0196
Si, -0.0042, 0.0016, 0.0154
Si, 0.0062, -0.0069, 0.0439
Si, 0.0045, -0.0076, 0.0156
Si, 0.0006, 0.0034, 0.0237
Si, -0.0015, -0.0071, 0.0299
Si, -0.0058, -0.0034, -0.0205
Si, 0.0038, -0.0013, -0.0362
Si, 0.0028, -0.0097, -0.0383
Si, -0.0101, -0.0092, -0.0236
Si, -0.0058, 0.0024, -0.0275
Si, 0.0021, -0.0128, -0.0066
Si, 0.0013, 0.0027, 0.0018
Si, -0.0124, 0.0066, 0.0445
Si, 0.0001, 0.0011, 0.0416
Si, -0.0062, 0.0002, -0.0153
Si, 0.0026, -0.0076, 0.0069
Si, -0.004, 0.0109, 0.0399
Si, 0.0054, -0.0089, 0.0368
Si, -0.0028, -0.0002, 0.0399
O, 0.0073, 0.0021, 0.0322
O, 0.0077, -0.0108, 0.0274
O, -0.004, 0.0118, -0.0271
O, 0.0057, -0.0002, -0.0097
O, 0.009, -0.0009, -0.0196
O, -0.0007, 0.001, -0.0128
O, -0.0162, -0.0023, 0.0225
O, 0.007, -0.0189, -0.0297
O, 0.006, -0.0024, 0.0096
O, -0.002, 0.0111, 0.0173
O, -0.0007, 0.0003, 0.0039
O, 0.0048, -0.0136, 0.0151
O, 0.0018, 0.0117, -0.0262
O, -0.0041, -0.0053, 0.0106
O, 0.0137, -0.0045, -0.0299
O, 0.0003, 0.0006, 0.0095
O, 0.0034, 0.0036, 0.0101
O, -0.0044, -0.0059, 0.0184
O, -0.0022, 0.0012, 0.0066
O, 0.0093, -0.0013, -0.0183
O, -0.0102, 0.0006, -0.0241
O, -0.0043, -0.0038, -0.0223
O, 0.0013, 0.0025, 0.0027
O, 0.0004, 0.0009, 0.0036
O, 0.0132, -0.0106, -0.04
O, -0.004, -0.0099, -0.0159
O, 0.0134, -0.0105, -0.0305
O, 0.002, 0.0014, 0.0095
O, 0.002, -0.0026, 0.0188
O, -0.0035, 0.0045, -0.0161
O, -0.0048, -0.0039, -0.0156
O, 0.0056, 0.0045, 0.0239
O, 0.0059, 0.0081, 0.0156
O, -0.0019, 0.0029, -0.0121
O, 0.0089, 0.0026, 0.0227
O, -0.0031, -0.0045, 0.0009
O, 0.0011, -0.0018, 0.0073
O, -0.0064, 0.002, 0.0123
O, 0.0014, 0.0104, -0.0193
O, 0.0033, 0.0058, -0.0094
O, -0.0039, -0.0034, -0.0326
O, 0.0091, -0.0013, 0.0165
O, -0.0015, 0.0023, -0.0163
O, 0.0032, -0.0015, -0.0085
O, 0.0023, -0.0032, -0.0098
O, -0.003, 0.0011, -0.0045
O, 0.0019, 0.001, 0.0054
O, -0.0018, 0.017, 0.0289
O, -0.0025, -0.0029, -0.008
O, -0.0012, -0.0038, -0.0145
O, -0.0013, 0.0016, -0.0052
O, -0.0022, -0.0071, 0.0273
O, -0.0015, 0.0035, -0.0159
O, -0.0007, 0, 0.0036
O, -0.0023, -0.005, 0.0134
O, 0.0007, -0.001, -0.0041
O, 0.0067, 0.0025, -0.0163
O, 0.0072, 0.004, 0.0226
O, -0.0126, 0.013, -0.0204
O, -0.0019, -0.001, 0.0043
O, 0.0102, -0.0089, 0.0213
O, -0.011, -0.0033, 0.0307
O, 0.0056, -0.0003, -0.0025
O, -0.0025, 0.0072, 0.0138
O, 0.0091, 0.0035, 0.0251
O, 0.0093, 0.0051, 0.0264
O, -0.0035, 0.001, 0.0112
O, -0.0002, 0.0018, -0.0032
O, 0.0117, -0.0004, 0.0253
O, 0.0003, -0.0045, -0.0132
O, 0.0046, -0.013, 0.0244
O, -0.0118, 0.0046, 0.0097
O, -0.0006, 0.0041, -0.0086
O, -0.0038, 0.0004, -0.0278
O, 0.0011, 0.0011, 0.003
O, 0.0031, -0.0013, 0.0049
O, -0.0135, 0.0126, 0.0305
O, 0.0034, -0.0044, 0.007
O, 0.0077, 0.007, -0.0361

The program warned: the cutoff lies below the one the program advises for these potential files; the forces do not sum to zero within the program's tolerance; empty levels may hold ghost states of the PAW files; the exchange-correlation potential is rough where the density is thin.
